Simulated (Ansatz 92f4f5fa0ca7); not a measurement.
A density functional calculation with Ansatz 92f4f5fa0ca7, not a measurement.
Periodic cell of 260 atoms, Si140O88H32, with a vacuum gap, from a study of silicon, its oxide and their interface. The atomic structure is a simulated model.

Settings
functional: r2SCAN
potential files: Ansatz PAW
basis: plane waves
wave-function cutoff: 800 eV
density cutoff ratio: 5
exchange-correlation grid ratio: 1
k mesh: 1 x 1 x 1, shifted by 0.5 0.5 0 of a step
self-consistency stop: 1e-11 eV per atom in the density residual
occupations: fixed
spin: none
net charge: 0
applied field: sawtooth along c, amplitude +0.015 V/angstrom in the program's sign convention, ramp centred at 0.9890 of c and 0.0219 of c wide, no dipole correction

Cell vectors (angstrom)
a	10.888	0	0
b	0	10.888	0
c	0	0	45.5735

Atoms and the computed forces on them: element, x, y, z (angstrom), force x, y, z (eV/angstrom)
Si	-1.4896	0.7843	26.2863	0.014	-0.0149	0.052
Si	0.331	2.5256	30.519	-0.0092	0.0044	0.0514
Si	4.3354	8.7355	29.8522	0.0009	0.0155	0.0416
Si	2.8826	6.8516	27.9092	0.0167	0.0136	0.082
Si	5.2093	3.4181	29.2766	0.0162	-0.0056	0.0754
Si	7.3009	1.8332	31.7034	-0.0052	-0.0006	0.0104
Si	6.15	7.8973	31.2318	-0.0046	-0.0068	-0.0107
Si	8.1013	9.0036	30.4544	-0.0003	-0.0052	-0.0067
Si	2.8756	5.5836	33.1262	0.0088	-0.0015	-0.0164
Si	4.6354	4.4211	31.9939	-0.0006	0.0038	0.0204
Si	1.4742	7.0968	31.9528	0.0083	0.0095	0.014
Si	7.5874	11.2444	29.9089	-0.0012	-0.0063	-0.0141
Si	9.1933	5.0989	27.9679	-0.0115	0.0007	0.0935
Si	8.3713	5.0987	33.4158	0.0017	-0.01	-0.0043
Si	5.2307	8.6033	33.3587	-0.0188	0.001	-0.0038
Si	10.8426	8.1216	33.387	0.0032	0.0114	-0.0162
Si	-0.6634	3.4354	33.3327	0.0011	0.0017	0.0091
Si	3.2748	-0.8085	33.2477	0.0033	-0.0058	-0.0141
Si	-1.1641	9.6604	32.0188	0.0108	0.0028	0.0118
Si	2.4594	9.1465	31.1945	0.0049	0.0015	0.0036
Si	5.5276	2.6116	33.1575	0.0013	0.0142	-0.0121
Si	8.3766	0.2965	33.2337	0.0205	0.004	-0.0112
Si	6.7732	5.5909	31.6433	0.0004	0.0081	0.009
Si	7.3256	3.8287	30.1721	-0.0201	0.0014	0.0306
Si	1.348	4.2146	34.3894	-0.0167	0.0132	0.0125
Si	4.0743	1.2063	34.3693	0.0136	-0.0041	0.0053
Si	1.4513	9.4222	34.6606	0.0099	-0.011	0.0078
Si	4.1755	6.87	34.6083	-0.0194	0.0072	0.002
Si	6.8146	3.9197	34.6964	0.0243	-0.0116	-0.0002
Si	9.6256	1.5482	34.6988	-0.017	0.0112	0.0071
Si	6.9001	9.7471	34.5432	-0.0155	0.0074	0.0088
Si	9.4504	6.7696	34.6602	0.0204	-0.0093	0.0126
Si	0.1103	0.048	35.9119	-0.0185	-0.0101	0.0237
Si	2.6798	2.6753	35.7073	-0.0066	-0.0042	0.0513
Si	0.0329	5.4665	35.9532	0.0141	-0.0015	0.0151
Si	2.745	8.0769	36.0431	-0.0081	-0.0011	0.0111
Si	5.4432	0.047	35.9355	0.0238	0.0111	0.0176
Si	8.1527	2.6641	36.1163	-0.0086	0.0031	0.0064
Si	5.4777	5.4208	35.9197	0.0023	0.0108	0.0327
Si	8.1294	8.2364	35.9062	-0.0043	-0.0222	0.0354
Si	1.4215	1.3919	37.2674	0.0326	0.0242	0.1865
Si	4.0391	4.0382	37.1757	0.0006	0.0159	0.1835
Si	1.364	6.7641	37.3757	-0.0122	-0.0068	0.162
Si	4.1064	9.5188	37.2816	0.0021	-0.0031	0.1662
Si	6.7592	1.3297	37.3959	0.0051	0.0058	0.1644
Si	9.5573	4.0945	37.3152	-0.0142	-0.0138	0.1599
Si	6.8019	6.8247	37.2798	0.0062	-0.0043	0.1731
Si	9.5595	9.5556	37.2344	0.0349	0.0318	0.1958
Si	0.0199	2.7152	38.6416	0.0826	0.0448	0.2892
Si	2.745	-0.0053	38.6273	0.1046	0.1792	0.2644
Si	-0.0131	8.1803	38.6421	0.1348	-0.0108	0.2737
Si	2.7231	5.3652	38.6522	-0.1363	-0.024	0.2023
Si	5.3824	2.7401	38.6416	0.0841	-0.1245	0.2633
Si	8.17	-0.048	38.6601	-0.0968	0.0951	0.3192
Si	5.4197	8.1456	38.6485	0.1171	0.0339	0.3637
Si	8.1808	5.46	38.6344	0.0968	0.154	0.3336
Si	1.3545	4.0515	6.9641	-0.0697	0.0508	-0.3066
Si	4.0455	1.3633	6.9378	-0.0597	-0.1206	-0.3557
Si	1.3594	9.5294	6.9215	-0.0405	-0.1329	-0.2089
Si	4.0685	6.7698	6.9357	-0.009	0.0844	-0.1649
Si	6.7959	4.0809	6.9023	0.0336	-0.1516	-0.235
Si	9.5333	1.3498	6.9179	-0.0183	0.0194	-0.2744
Si	6.7753	9.4945	6.9291	-0.1892	0.0593	-0.4074
Si	9.5253	6.8014	6.9316	-0.0466	-0.1729	-0.3417
Si	0.0313	0.0289	8.2839	-0.0009	0.0097	-0.1911
Si	2.6845	2.6879	8.3254	0.0298	0.0276	-0.1761
Si	-0.027	5.4096	8.3055	-0.0168	-0.0175	-0.1539
Si	2.6684	8.1193	8.2969	0.0048	0.0119	-0.1611
Si	5.4023	-0.0037	8.2691	-0.0288	-0.0517	-0.1667
Si	8.126	2.6725	8.2744	-0.0072	0.0044	-0.1727
Si	5.4663	5.4326	8.2791	-0.049	-0.0354	-0.1976
Si	8.1232	8.1274	8.2502	0.0273	0.0056	-0.209
Si	1.3279	1.3833	9.7506	-0.0094	-0.0123	-0.0291
Si	4.1106	4.0397	9.5922	0.002	0.0049	0
Si	1.3165	6.7462	9.7022	0.0054	0.006	-0.0182
Si	4.0132	9.5386	9.6082	-0.0074	0.014	-0.0094
Si	6.7587	1.3129	9.6663	-0.0006	0.0188	-0.0295
Si	9.4798	4.0259	9.6396	0.0126	-0.0158	-0.0296
Si	6.8208	6.7739	9.6598	-0.0102	0.0021	-0.0322
Si	9.4822	9.5368	9.4947	0.0019	0.0046	-0.0113
Si	-0.1318	2.6959	11.1097	-0.005	0.0135	-0.0091
Si	2.7236	0.0099	11.0709	0.0175	-0.0135	-0.0056
Si	2.4197	7.8754	13.3542	0.028	0.0266	0.0165
Si	2.7442	5.2889	10.995	0.0027	-0.001	-0.0078
Si	5.4533	2.7609	11.0305	-0.0133	-0.0077	-0.0048
Si	8.1124	-0.1533	10.9373	0.0012	-0.0025	-0.0086
Si	5.3785	8.161	10.9041	-0.0104	0.005	-0.0099
Si	8.1936	5.4001	11.0354	0.0011	-0.0072	-0.01
Si	1.2402	4.1308	12.4294	0.0155	-0.0108	0.0185
Si	4.1662	1.3739	12.401	-0.0073	0.0071	0.0081
Si	-1.3841	6.8132	12.4091	-0.0033	0.0098	0.0099
Si	5.6865	5.8617	13.7126	-0.0253	-0.015	0.0274
Si	7.8407	2.5842	13.7327	0.0119	0.0029	0.033
Si	9.2486	1.2955	12.3566	0.0067	-0.0026	0.0117
Si	5.5976	11.3909	14.0648	-0.015	-0.012	0.0407
Si	10.7149	8.1869	10.8904	0.0024	-0.006	-0.0045
Si	-0.7133	0.109	14.1346	-0.0011	-0.0007	0.0501
Si	-0.9822	2.4793	15.9091	-0.0046	-0.0086	0.0917
Si	0.5814	6.1284	13.5113	-0.0241	-0.0168	0.0344
Si	1.2454	9.4567	12.2043	-0.0075	0.0032	0.0188
Si	6.9298	-1.7065	12.3091	0.0007	-0.005	0.0235
Si	6.7468	4.1737	12.4395	-0.0059	0.0057	0.0083
Si	4.0991	6.7566	12.243	0.0007	-0.002	0.02
Si	7.6583	7.4679	13.7743	0.0134	0.0089	-0.0118
Si	1.973	-18.8886	25.519	-0.0073	-0.0017	0.0901
Si	0.6589	-0.7033	22.6888	-0.0074	0.0129	0.114
Si	21.7318	-9.4921	20.686	0.0065	-0.0059	0.0955
Si	7.3445	14.9384	19.8673	0.0138	0.0092	0.0896
Si	-10.2843	-0.3735	30.6323	0.0019	-0.0128	0.0304
Si	-0.4676	-3.4044	17.788	0.0036	0.0055	0.1036
Si	-7.9685	13.0651	14.1806	0.0058	0.0004	0.0474
Si	16.5392	11.3672	28.6844	-0.0011	-0.0065	0.0581
Si	-16.2778	-2.472	24.0521	0.0148	0.0102	0.1091
Si	-11.9711	-7.2095	25.2523	-0.0131	-0.017	0.1163
Si	8.6084	1.4331	18.5325	0.0081	0.0095	0.1061
Si	15.1124	4.6513	26.6162	0.0015	0.0103	0.112
Si	9.4877	3.8596	22.0717	0.0118	0.0108	0.125
Si	-9.8682	27.0215	29.5939	0.0015	-0.0001	0.0682
Si	27.1252	5.4438	23.9798	-0.0091	-0.0052	0.0933
Si	4.1461	-11.1336	19.4535	-0.0043	0.0112	0.0895
Si	-12.1558	-10.0669	28.6999	0.0001	-0.0027	0.0383
Si	33.4148	-5.8455	16.359	0.0101	0.0011	0.0914
Si	3.0891	17.8464	19.9232	-0.0116	-0.0008	0.0943
Si	8.3911	8.756	15.6615	0.0001	0.0057	0.0973
Si	-8.7456	9.0535	18.0691	0.0129	-0.0145	0.1031
Si	-14.91	20.8379	26.4178	0.0137	0.0158	0.1107
Si	0.9891	-5.273	21.7255	-0.0117	-0.0027	0.0935
Si	-0.2961	18.3639	23.7763	0.0025	0.0101	0.107
Si	3.9029	4.453	16.013	0.002	-0.0015	0.1008
Si	3.2103	-0.5965	15.329	-0.0187	-0.0029	0.0887
Si	18.5799	39.5847	22.8196	-0.0103	0.0038	0.11
Si	24.9563	3.593	22.7614	0.0021	0.0049	0.1079
Si	8.5911	8.1358	28.2692	-0.0159	-0.001	0.0749
Si	8.0613	-3.8595	19.6448	-0.012	-0.0223	0.0655
Si	0.4219	-2.5591	26.6185	-0.0075	0.0093	0.1073
Si	-25.7995	9.6425	18.2305	-0.0183	0	0.0989
Si	-10.2465	22.0489	25.5132	-0.0323	-0.0015	0.0734
Si	3.6209	-1.5877	21.9101	-0.011	0.0012	0.1102
Si	24.7593	2.3026	20.1696	-0.0105	0.0006	0.0945
Si	15.3642	4.464	19.0394	-0.0063	0.0006	0.0782
O	14.4504	6.13	26.6466	0.0075	-0.0156	-0.0389
O	-12.3651	-6.8824	23.7002	-0.0048	0.0058	-0.0887
O	5.7361	3.8604	19.8543	-0.0098	0.0026	-0.0288
O	1.122	1.1716	30.9363	-0.001	0.005	-0.0142
O	-8.2533	-0.8381	19.2415	-0.0145	-0.0098	-0.0488
O	-27.622	4.3638	27.9693	-0.0227	0.0195	-0.0711
O	2.0983	9.6861	22.209	0.0221	-0.0069	-0.0415
O	10.3142	13.1139	29.2068	-0.0026	-0.0054	-0.025
O	4.4582	-0.5367	21.011	0.006	0.0158	-0.065
O	7.3504	8.8173	27.4681	-0.0136	0.0147	-0.0618
O	18.5249	5.514	19.1774	0.0007	0.0056	-0.0263
O	23.6693	15.2755	22.2182	-0.011	0.0118	-0.0391
O	-6.2033	21.1008	29.2765	0.0143	0.0159	-0.0323
O	51.9134	14.9457	28.8994	0.0284	0.0146	-0.0495
O	10.2815	2.9501	31.7591	0.0149	-0.0126	-0.049
O	4.8302	16.2897	15.0621	0.0292	0.0186	-0.058
O	5.2901	-0.8654	18.4833	0.0202	-0.0079	-0.0361
O	2.4189	5.7191	28.9614	0.012	0.0079	-0.0343
O	-2.9071	-3.9012	21.2472	0.0073	0.0034	-0.1132
O	-12.5331	4.7124	26.3849	0.0107	-0.0166	-0.069
O	-6.2108	4.3951	17.4353	-0.012	0.0022	-0.0964
O	-15.38	10.1093	13.5438	0.0063	-0.0063	-0.0305
O	2.4208	0.7449	14.8196	0.0024	0.0115	-0.0297
O	8.0321	-6.9189	21.3483	-0.0284	0.0011	-0.0587
O	0.8076	11.2497	23.8961	0.0154	-0.0202	-0.0934
O	13.972	-7.1784	19.3919	0.0113	0.0153	-0.0429
O	14.6646	13.8752	15.3177	-0.0063	-0.019	-0.0488
O	12.575	6.312	20.442	0.0182	0.0143	-0.0539
O	2.6532	9.8114	16.7522	0.0162	0.0208	-0.081
O	17.5692	23.4337	14.4762	0.0058	0.0097	-0.0228
O	10.9447	14.4594	16.5331	-0.0044	-0.0008	-0.0315
O	0.1473	5.6983	15.024	0.0006	0.019	-0.0799
O	-1.7872	6.8961	23.6005	-0.0182	-0.0045	-0.0411
O	12.4437	18.5545	27.5305	-0.0186	0.0085	-0.039
O	-10.8101	18.2839	25.3451	-0.0109	-0.0133	-0.0773
O	-6.4993	-6.2341	22.9466	-0.0157	-0.0097	-0.0379
O	-0.1096	-11.1877	29.1391	-0.0092	0.0122	-0.0377
O	18.1097	-1.5724	16.6719	0.0239	-0.017	-0.0789
O	-0.0589	-10.917	21.4284	-0.0086	0.0253	-0.0541
O	26.63	28.7282	24.3004	0.0057	0.0064	-0.0323
O	14.8495	1.344	19.2991	0.0077	-0.0117	-0.0302
O	-0.1677	16.1005	28.5017	-0.0089	-0.001	-0.0368
O	-17.4059	-1.6128	23.3221	-0.0263	0.0079	-0.0628
O	-6.1327	-0.0654	15.3523	0.0156	0.0126	-0.0427
O	-0.2752	-1.8959	23.2351	0.0055	0.0087	-0.0355
O	-11.8109	8.5569	27.4903	0.0327	-0.0006	-0.0501
O	14.4594	2.4684	21.6722	-0.0015	-0.0152	-0.0691
O	-2.032	-7.6916	14.8793	-0.0276	-0.0003	-0.0497
O	-3.7218	-13.5013	19.0803	-0.0051	0.0263	-0.0453
O	12.3387	12.7124	20.2523	0.0077	0.0026	-0.0315
O	-4.0605	5.6265	23.3266	0.0159	0.0074	-0.0335
O	-11.0821	-20.487	15.1377	-0.0038	-0.0168	-0.0457
O	-5.6234	4.6037	25.3697	0.0138	0.012	-0.0706
O	0.6212	6.2911	30.7704	-0.0067	-0.0192	-0.0358
O	35.4278	-8.0498	24.1148	0.0178	0.011	-0.0733
O	22.3411	8.7314	17.9727	-0.0106	-0.0038	-0.0371
O	36.3081	7.8933	21.117	-0.0045	-0.0201	-0.055
O	39.5021	8.2462	23.1637	0.0116	-0.0085	-0.0439
O	11.3806	-0.7931	13.5393	0.0043	-0.0059	-0.0263
O	10.4017	-16.7445	21.4005	-0.002	0.0028	-0.0297
O	18.6056	0.0773	18.6711	-0.0045	-0.0081	-0.0329
O	-12.7594	1.7187	17.0108	0.0195	0.0167	-0.0759
O	18.7741	13.6713	19.0349	0.0066	-0.0228	-0.0399
O	-20.7139	20.5973	26.08	0.007	0.0081	-0.0265
O	-12.655	-8.6252	25.6478	0.0045	0.0365	-0.0477
O	11.7054	6.6534	22.9506	0.014	-0.021	-0.051
O	4.2078	-17.8644	30.4696	0.0023	-0.0082	-0.0422
O	-8.5102	4.987	16.2649	0.0003	-0.0008	-0.0346
O	4.2935	-4.9418	19.6223	0.0085	-0.0123	-0.036
O	5.9231	20.0937	25.3701	-0.0228	-0.0254	-0.071
O	8.1872	-11.1028	25.8009	-0.0069	-0.0057	-0.0384
O	1.2934	14.6548	30.1873	-0.0011	0.008	-0.0252
O	13.7422	29.4324	18.4752	-0.0124	0.0201	-0.0528
O	-9.2233	1.4031	26.0894	0.009	0.0086	-0.0338
O	-11.5947	2.4501	21.7144	0.006	-0.0172	-0.0422
O	20.3159	7.8692	16.5642	-0.0318	0.0164	-0.0672
O	3.0898	-1.9651	14.4624	-0.0128	-0.0294	-0.0529
O	9.9686	1.2307	19.3606	-0.0298	0	-0.0585
O	4.863	1.8902	28.8324	-0.0089	-0.0064	-0.0211
O	-17.776	-3.0902	28.5676	-0.0159	-0.0222	-0.0463
O	-10.3452	-7.2402	25.3582	0.0031	0.0031	-0.0305
O	13.8708	3.6142	26.5394	-0.0171	-0.0127	-0.0493
O	-41.8366	14.0517	13.7048	-0.0093	0.0123	-0.0283
O	9.1896	-0.8712	14.9947	0.0029	0.0107	-0.0352
O	5.9436	11.083	27.1118	0.0062	-0.0229	-0.0561
O	-2.4388	17.4138	28.1459	0.0071	-0.0031	-0.0316
O	9.5752	-3.5721	19.1536	0.023	0.0083	-0.0533
O	-10.5814	6.077	17.5288	0.0065	-0.021	-0.0511
H	-0.8047	1.8962	39.5741	0.2863	0.1688	-0.3139
H	0.8412	3.5375	39.5741	-0.3675	-0.4011	-0.2156
H	1.9135	-0.8174	39.5598	0.2279	0.2872	-0.3127
H	3.5455	0.8372	39.5598	-0.2807	-0.426	-0.2192
H	0.8157	8.995	39.5746	-0.3243	-0.2483	-0.2439
H	-0.8261	7.3497	39.5746	0.2189	0.405	-0.2637
H	1.8846	4.5604	39.5846	0.4743	0.2735	-0.23
H	3.527	6.2045	39.5846	-0.1019	-0.3834	-0.3008
H	4.5728	1.9063	39.574	0.2471	0.4565	-0.2192
H	6.2256	3.5399	39.574	-0.3762	-0.0729	-0.2828
H	7.3336	-0.8549	39.5925	0.4714	0.1228	-0.2452
H	8.9814	0.784	39.5925	-0.2541	-0.2516	-0.2533
H	4.6054	7.3164	39.5809	0.2262	0.2987	-0.2913
H	6.2435	8.9654	39.5809	-0.276	-0.3282	-0.2366
H	9.0035	6.2808	39.5669	-0.3787	-0.3022	-0.22
H	7.3572	4.6399	39.5669	0.2151	0.2376	-0.3004
H	0.5332	3.2292	6.0317	0.3216	0.3205	0.2595
H	2.1929	4.8563	6.0317	-0.3189	-0.2841	0.2724
H	4.8551	2.1971	6.0053	-0.3184	-0.2158	0.301
H	3.2449	0.5208	6.0053	0.3131	0.361	0.222
H	0.5305	8.7147	5.9891	0.225	0.3645	0.2491
H	2.1908	10.3414	5.9891	-0.2437	-0.3849	0.2785
H	4.8828	7.599	6.0033	-0.3328	-0.2682	0.272
H	3.2646	5.9305	6.0033	0.2937	0.304	0.2728
H	5.9527	3.2811	5.9698	0.2966	0.2754	0.2439
H	7.6194	4.901	5.9698	-0.2417	-0.3365	0.2736
H	10.3578	2.1688	5.9854	-0.402	-0.2571	0.2262
H	8.7218	0.5178	5.9854	0.2973	0.2032	0.2722
H	5.9515	8.6748	5.9967	0.2637	0.3818	0.2174
H	7.6117	10.3015	5.9967	-0.2625	-0.2384	0.2747
H	8.7026	5.9806	5.9991	0.3534	0.2593	0.2383
H	10.3382	7.632	5.9991	-0.2461	-0.3239	0.3002

Results
free energy: -140239.171 eV
free energy less fixed offsets of H -15.71, O -570.45, Si -639.56 eV per atom: 1.549 eV

The program warned: the cutoff lies below the one the program advises for these potential files; the forces do not sum to zero within the program's tolerance; empty levels may hold ghost states of the PAW files; the exchange-correlation potential is rough where the density is thin.
